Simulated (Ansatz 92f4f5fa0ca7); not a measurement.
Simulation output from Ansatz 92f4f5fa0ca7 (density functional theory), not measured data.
Periodic cell of 285 atoms, Si195O90, from a study of silicon, its oxide and their interface. The atomic structure is a simulated model.

Settings: functional PBE; potential files Ansatz PAW; basis plane waves; wave-function cutoff 700 eV; density cutoff ratio 5; exchange-correlation grid ratio 1; k mesh 2 x 2 x 1, shifted by 0.5 0.5 0.5 of a step; self-consistency stop 5e-08 eV per atom in the density residual; occupations fixed; spin none; net charge 0.

Cell vectors (angstrom)
a	11.6015	0	0
b	0	10.938	0
c	0	0	40.5004

Atoms: element, x, y, z (angstrom)
Si	0	0	0.9665
Si	3.8672	0	0.9665
Si	7.7343	0	0.9665
Si	1.9336	1.3673	0.9665
Si	5.8008	1.3673	0.9665
Si	9.6679	1.3673	0.9665
Si	0	5.469	0.9665
Si	3.8672	5.469	0.9665
Si	7.7343	5.469	0.9665
Si	1.9336	6.8362	0.9665
Si	5.8008	6.8362	0.9665
Si	9.6679	6.8362	0.9665
Si	1.9336	2.7345	39.5333
Si	5.8008	2.7345	39.5333
Si	9.6679	2.7345	39.5333
Si	0	4.1018	39.5333
Si	3.8672	4.1018	39.5333
Si	7.7343	4.1018	39.5333
Si	1.9336	8.2035	39.5333
Si	5.8008	8.2035	39.5333
Si	9.6679	8.2035	39.5333
Si	0	9.5708	39.5333
Si	3.8672	9.5708	39.5333
Si	7.7343	9.5708	39.5333
Si	0	0	4.8337
Si	3.8672	0	4.8337
Si	7.7343	0	4.8337
Si	1.9336	1.3673	4.8337
Si	5.8008	1.3673	4.8337
Si	9.6679	1.3673	4.8337
Si	0	5.469	4.8337
Si	3.8672	5.469	4.8337
Si	7.7343	5.469	4.8337
Si	1.9336	6.8362	4.8337
Si	5.8008	6.8362	4.8337
Si	9.6679	6.8362	4.8337
Si	1.9336	2.7345	2.9001
Si	5.8008	2.7345	2.9001
Si	9.6679	2.7345	2.9001
Si	0	4.1018	2.9001
Si	3.8672	4.1018	2.9001
Si	7.7343	4.1018	2.9001
Si	1.9336	8.2035	2.9001
Si	5.8008	8.2035	2.9001
Si	9.6679	8.2035	2.9001
Si	0	9.5708	2.9001
Si	3.8672	9.5708	2.9001
Si	7.7343	9.5708	2.9001
Si	0.2307	0.0155	30.0385
Si	3.9489	-0.3255	30.0425
Si	8.0262	0.0376	29.8204
Si	2.2193	1.2365	30.0461
Si	5.8819	1.0469	29.7528
Si	9.9922	1.3954	29.6998
Si	-0.2786	5.5428	30.0062
Si	3.628	5.4392	29.8178
Si	7.8054	5.7511	29.7451
Si	1.7244	6.773	30.0725
Si	5.6544	6.7685	29.7147
Si	9.7083	7.1498	30.1831
Si	2.0019	2.7251	31.8441
Si	5.8337	2.7039	31.5821
Si	9.6668	2.7201	31.6753
Si	-0.0011	4.0121	31.7656
Si	3.9042	4.1071	31.763
Si	7.7606	4.1612	31.6122
Si	1.9117	8.1538	31.9608
Si	5.845	8.0975	31.7576
Si	9.6625	8.3817	32.0893
Si	0.0617	9.6123	31.9629
Si	3.9072	9.4097	31.9973
Si	7.7251	9.6365	31.8033
Si	0.0121	0.0751	33.8112
Si	3.9053	0.0115	33.7744
Si	7.6901	0.0368	33.7309
Si	1.9699	1.3792	33.7791
Si	5.8036	1.4345	33.6494
Si	9.6367	1.3781	33.6653
Si	0.0097	5.4253	33.7045
Si	3.9263	5.4521	33.7212
Si	7.7575	5.4001	33.6757
Si	1.9503	6.7594	33.8134
Si	5.8686	6.8019	33.7257
Si	9.6737	6.7909	33.7992
Si	1.9563	2.7544	35.6871
Si	5.8083	2.7326	35.6448
Si	9.6614	2.7171	35.64
Si	-0.0059	4.0841	35.6591
Si	3.8943	4.1087	35.6686
Si	7.7434	4.0928	35.6538
Si	1.9461	8.203	35.6819
Si	5.824	8.1876	35.6552
Si	9.6641	8.1995	35.6895
Si	0.0005	9.569	35.6812
Si	3.8948	9.5653	35.6838
Si	7.7325	9.5831	35.6569
Si	0	0	37.5997
Si	3.8672	0	37.5997
Si	7.7343	0	37.5997
Si	1.9336	1.3673	37.5997
Si	5.8008	1.3673	37.5997
Si	9.6679	1.3673	37.5997
Si	0	5.469	37.5997
Si	3.8672	5.469	37.5997
Si	7.7343	5.469	37.5997
Si	1.9336	6.8362	37.5997
Si	5.8008	6.8362	37.5997
Si	9.6679	6.8362	37.5997
Si	1.9153	2.7438	6.7528
Si	5.8066	2.7314	6.7836
Si	9.648	2.7362	6.7748
Si	-0.0269	4.1069	6.7756
Si	3.8614	4.0933	6.7353
Si	7.7331	4.113	6.7708
Si	1.9071	8.2185	6.7463
Si	5.8099	8.2154	6.74
Si	9.6579	8.196	6.794
Si	-0.0272	9.5791	6.7651
Si	3.8693	9.5689	6.7616
Si	7.7332	9.5889	6.8005
Si	-0.0491	0.0343	8.6763
Si	3.8774	0.0157	8.6798
Si	7.7309	0.0014	8.7727
Si	1.9252	1.3392	8.6468
Si	5.8094	1.4026	8.7581
Si	9.6276	1.3873	8.7238
Si	-0.0453	5.4307	8.7451
Si	3.837	5.5196	8.6005
Si	7.7505	5.4808	8.7049
Si	1.8664	6.8347	8.6513
Si	5.8124	6.8349	8.6409
Si	9.661	6.8669	8.7727
Si	1.9563	2.6567	10.578
Si	5.7827	2.8736	10.652
Si	9.5877	2.6345	10.7434
Si	-0.0241	3.9527	10.6359
Si	3.8023	4.1604	10.4901
Si	7.7912	4.1714	10.6738
Si	1.8162	8.2892	10.5021
Si	5.835	8.2375	10.5236
Si	9.6717	8.1989	10.7733
Si	-0.0897	9.6937	10.6476
Si	3.832	9.5244	10.552
Si	7.726	9.6327	10.7782
Si	-0.1091	0.1005	12.6557
Si	3.8582	-0.1022	12.4887
Si	7.4238	0.0406	12.8048
Si	1.9362	1.3096	12.5475
Si	5.5697	1.4796	12.5351
Si	9.4597	1.3672	12.8437
Si	0.1527	5.2521	12.569
Si	3.8429	5.7232	12.2364
Si	7.888	5.537	12.647
Si	1.8127	6.9261	12.3795
Si	5.9102	6.8337	12.391
Si	9.9519	6.7863	12.7442
O	-10.09	5.3757	22.2381
O	16.0477	15.0082	18.2999
O	-2.1649	2.4298	14.1511
O	11.5669	10.0501	13.986
O	3.7041	4.7655	13.5702
O	3.698	6.6008	15.5411
O	7.7927	4.5231	13.9642
O	5.1792	2.2013	13.9889
O	0.8574	3.5251	27.3439
O	9.2735	17.3546	26.2338
O	1.509	7.8666	13.7357
O	19.0508	22.9191	22.6727
O	3.3022	3.164	26.3378
O	14.1042	1.9465	28.573
O	14.0022	15.2108	15.6984
O	5.5961	7.7848	28.4017
O	3.6389	9.5395	28.7836
O	11.3534	4.1464	23.7708
O	1.4446	7.6735	28.7069
O	14.4737	1.6224	21.3704
O	7.4773	11.3852	26.3609
O	5.3591	9.9797	26.9051
O	5.7139	1.4817	28.1316
O	11.9771	10.095	28.6236
Si	-2.8355	29.527	25.2934
Si	5.3844	14.513	22.9296
Si	-15.115	2.5088	22.8201
Si	8.3935	10.1302	26.8768
Si	18.0433	18.9393	23.4202
Si	-7.1519	12.4338	20.9169
Si	5.8961	0.5771	26.767
Si	5.5828	13.6699	15.4682
Si	15.3727	2.1448	25.1767
Si	11.5825	10.8689	19.1784
Si	-21.1758	-0.318	24.34
Si	2.4356	3.3104	27.6945
Si	-4.8498	10.7	22.0031
Si	2.2299	6.848	22.4256
Si	11.518	5.0109	22.4062
Si	-12.139	13.4799	23.9233
Si	-2.2484	15.0954	20.4888
Si	27.2859	13.4268	18.0319
Si	12.9448	3.374	14.8203
Si	-2.0704	5.2511	27.3482
Si	8.6246	-6.2505	17.7541
Si	4.5448	8.7816	27.6443
Si	4.2147	18.6053	16.6783
Si	3.6494	8.0415	24.9185
Si	11.799	-2.4225	14.4831
Si	16.6721	-4.6738	21.494
Si	11.0347	-8.1005	26.9007
Si	9.4699	6.7986	19.4213
Si	8.4132	-7.5325	14.9837
Si	15.3488	-27.7895	15.1613
Si	1.2809	1.4538	17.0735
Si	13.0625	11.8691	21.8553
Si	5.4972	-16.5502	18.4806
Si	17.1697	-1.7635	14.4636
Si	11.7436	-2.4091	28.2561
Si	22.7631	7.6585	21.5138
Si	13.1567	-12.4849	17.0943
Si	-2.459	9.4855	20.3573
Si	10.9757	9.4193	25.6179
O	12.2214	-8.5537	15.9006
O	-6.6289	-4.2155	17.7807
O	1.8451	10.9257	16.5394
O	5.2573	24.6548	21.512
O	-13.7267	-8.6303	23.6331
O	0.0596	-9.7768	18.1142
O	16.8441	8.7835	16.0252
O	-10.7893	20.5255	18.5512
O	16.7614	-3.1579	24.3921
O	-2.222	6.1443	17.9314
O	6.1618	7.3894	21.9355
O	12.1348	8.5935	16.0784
O	-10.9658	11.3591	20.5722
O	22.026	-3.2717	14.1142
O	3.1597	-6.4104	28.5023
O	-1.7196	14.8595	26.4906
O	5.8627	18.6741	13.7733
O	5.141	4.3119	15.6373
O	10.3916	2.0183	28.185
O	10.7202	17.3814	22.5384
O	2.6257	-3.8236	24.0151
O	3.5615	6.9124	21.482
O	11.9205	-6.5926	13.9823
O	-18.6552	12.5056	19.2932
O	-23.4823	2.0628	25.4749
O	19.757	20.9221	28.4876
O	14.1247	1.1473	24.8589
O	5.1004	-9.6317	25.5757
O	10.8225	5.3648	28.3848
O	12.0567	1.8141	22.8236
O	-6.3443	-10.7934	21.4187
O	11.7077	8.3933	26.6471
O	15.8058	3.0381	23.9032
O	-1.5441	-13.4164	24.6556
O	18.7897	2.5238	15.6032
O	5.5283	-5.2754	20.0698
O	2.129	2.379	13.7967
O	3.7028	-3.071	26.5597
O	20.0147	3.183	21.3689
O	8.175	5.0508	28.2641
O	14.5305	8.5065	17.2669
O	6.9105	14.3518	23.5301
O	5.0803	16.0745	22.6636
O	-13.2581	-0.5216	26.4294
O	-9.1211	13.2093	17.8232
O	-0.598	7.0883	19.9612
O	7.7697	21.124	20.8389
O	21.6183	10.5123	19.4413
O	13.5332	10.5844	22.7245
O	14.7859	9.5842	24.7548
O	-2.3577	3.6821	18.915
O	4.2264	-1.0425	13.8356
O	10.2983	8.0849	28.9061
O	-2.5301	4.1401	16.2818
O	8.7925	16.6467	20.4638
O	-2.9353	-2.7307	19.4526
O	24.3346	7.9598	21.8743
O	-4.6074	4.8878	17.9426
O	7.7415	7.2523	24.0885
O	10.8784	-6.7657	21.1285
O	18.2594	-1.3392	23.1987
O	6.9116	10.1067	14.1752
O	4.8527	12.8743	16.6891
O	0.5303	21.2039	24.8795
O	-13.0678	-12.9323	21.5847
O	7.9455	8.7001	26.2439

Results
free energy: -175165.211 eV
free energy less fixed offsets of O -569.03, Si -635.61 eV per atom: -8.561 eV

Forces (eV/angstrom), in the order of the atoms: element, x, y, z
Si	0.0056	-0.0176	-0.0009
Si	-0.0067	-0.0222	-0.0008
Si	0.0004	0.0174	-0.0017
Si	-0.003	0.0203	0.0046
Si	-0.0049	-0.0265	0.0015
Si	0.0078	-0.0245	0.004
Si	0.0054	0.0181	0.0082
Si	-0.0012	-0.0196	-0.0066
Si	-0.0035	0.0139	0.0033
Si	0.0046	0.0304	-0.006
Si	-0.0056	0.0125	-0.0156
Si	0.0007	0.0072	0.007
Si	0.007	-0.0343	0.0102
Si	0.0009	0.0365	-0.0252
Si	0.001	0.0341	-0.021
Si	0.003	-0.01	-0.0059
Si	-0.0032	0.0108	-0.0085
Si	0.0054	-0.017	-0.02
Si	-0.0062	-0.0409	0.0246
Si	0.0078	0.0065	-0.0088
Si	0.0019	-0.0304	0.0247
Si	0.0112	0.0256	0.0193
Si	-0.0003	0.0281	0.0119
Si	-0.0015	-0.0189	-0.0035
Si	-0.0493	0.0311	-0.0279
Si	-0.0095	-0.006	-0.0197
Si	0.0333	0.0064	0.1386
Si	-0.0366	0.0167	-0.0603
Si	0.0206	0.0077	0.0923
Si	-0.0198	-0.0072	0.0444
Si	-0.0331	0.0204	0.0529
Si	0.0156	0.0027	-0.1775
Si	-0.0143	0.0319	-0.0173
Si	-0.0242	0.0336	-0.0816
Si	0.0335	-0.0016	-0.1363
Si	-0.032	0.0235	0.1305
Si	0.0021	-0.0267	-0.0097
Si	-0.0035	0.0269	0.0041
Si	-0.0062	0.0289	0.0149
Si	-0.0002	-0.0155	0.0006
Si	-0.0063	0.0512	-0.0296
Si	0.0011	-0.0093	0.0053
Si	0.0007	-0.042	-0.0158
Si	-0.0072	-0.0312	-0.0128
Si	-0.0009	0.0177	0.0233
Si	-0.002	0.0079	0.0062
Si	-0.0021	0.0233	-0.0106
Si	-0.0047	-0.0375	0.0219
Si	-0.0025	0.021	-0.0167
Si	0.0153	-0.0158	-0.0046
Si	-0.0204	0.0046	-0.0029
Si	-0.0032	-0.017	-0.0145
Si	0.0221	-0.0041	-0.0096
Si	-0.017	-0.0013	0.002
Si	0.0554	-0.0224	-0.0328
Si	0.0049	-0.0159	-0.0032
Si	-0.0107	0.0017	0
Si	-0.0217	-0.0151	-0.0125
Si	0.0207	0.0057	0.0065
Si	-0.0613	0.0373	-0.0429
Si	0.0123	0.0365	0.0037
Si	-0.0057	0.0196	-0.0129
Si	0.0105	0.0187	-0.0012
Si	-0.0228	-0.0266	0.0214
Si	-0.0001	-0.0261	0.0028
Si	-0.0046	-0.0216	-0.0155
Si	0.014	0.0284	0.007
Si	-0.0158	0.0232	-0.0156
Si	0.0164	0.0181	0.0236
Si	-0.0029	-0.0266	0.0101
Si	0.002	-0.017	0.0075
Si	0.012	-0.0215	-0.0203
Si	-0.0042	0.0169	-0.0001
Si	-0.0026	0.0165	-0.0075
Si	0.0172	0.0088	0.0012
Si	0.0014	-0.0114	0.0058
Si	-0.012	-0.0115	-0.0034
Si	0.009	-0.0163	-0.0025
Si	-0.0084	0.0096	0.0017
Si	-0.0097	0.019	-0.0056
Si	0.0099	0.0188	0.0043
Si	0.0053	-0.0168	0.0026
Si	-0.0127	-0.0137	-0.0012
Si	0.0037	-0.0218	-0.0052
Si	-0.0025	0.0112	-0.001
Si	0.001	0.0092	0.0003
Si	0.0031	0.0071	0.0027
Si	0.0055	-0.0084	-0.0047
Si	-0.0048	-0.0061	0.0033
Si	-0.0014	-0.0085	-0.0019
Si	-0.0001	0.0111	0.0003
Si	-0.0003	0.0086	0.0043
Si	0.0025	0.0149	-0.0047
Si	0.0005	-0.0119	0.0006
Si	-0.0055	-0.0094	-0.0004
Si	-0.0006	-0.0106	0.0022
Si	-0.0128	-0.0197	0.1228
Si	0.0401	-0.0316	0.1316
Si	0.0045	-0.0006	0.021
Si	0.0281	0.0091	0.0266
Si	0.0134	-0.0264	-0.1593
Si	-0.0095	-0.0505	-0.1406
Si	-0.026	-0.0251	-0.1328
Si	0.0443	0.0551	-0.0087
Si	0.0011	-0.014	-0.1218
Si	0.0197	0.0246	0.1338
Si	0.0264	-0.0134	0.0047
Si	-0.0211	0.0033	0.2145
Si	0.0035	0.01	-0.0005
Si	-0.0018	0.0104	0.0002
Si	0	0.011	-0.0035
Si	0.0016	-0.0099	0.0003
Si	-0.003	-0.0106	-0.0025
Si	0.0016	-0.0095	-0.002
Si	0.0021	0.0126	-0.0001
Si	-0.0041	0.0085	-0.0003
Si	0.0004	0.0135	-0.001
Si	0.0047	-0.0105	-0.0052
Si	-0.0021	-0.0108	0.004
Si	-0.0013	-0.015	-0.0026
Si	0.005	0.02	0.0084
Si	-0.003	0.0122	-0.0071
Si	-0.0053	0.0177	0.0022
Si	-0.004	-0.0188	0.0018
Si	-0.006	-0.018	0.004
Si	0.0093	-0.0165	0.0096
Si	0.0048	0.0157	-0.0008
Si	0.0029	0.021	0.0037
Si	-0.011	0.0149	0.0038
Si	0.0074	-0.0175	-0.0066
Si	-0.0024	-0.0186	0.0071
Si	0.0012	-0.0135	0.0017
Si	-0.017	0.0194	-0.0034
Si	0.0003	0.0289	-0.014
Si	0.0097	0.0131	0.01
Si	0.0052	-0.0286	-0.0115
Si	0.0147	-0.0254	-0.0046
Si	-0.0127	-0.0108	0.0111
Si	0.0016	0.0323	-0.0097
Si	0.0036	0.0142	0.0045
Si	0.0175	0.0246	-0.0046
Si	-0.0055	-0.0126	0.0025
Si	0.0113	-0.0317	-0.015
Si	-0.0075	-0.0349	0.0055
Si	0.0024	0.0029	0.0047
Si	-0.031	0.0103	0.0213
Si	0.0292	0.0157	0.0142
Si	0.003	-0.0185	0.0022
Si	0.0135	-0.0025	0.0208
Si	-0.011	-0.0073	-0.0011
Si	-0.0147	0.0059	0.008
Si	-0.0124	0.0126	0.0151
Si	0.0094	-0.0014	0.0041
Si	0.0243	-0.0172	0.0244
Si	0.015	0.0121	-0.0095
Si	-0.0321	-0.0166	0.0118
O	-0.0006	0.0019	0
O	0.0002	-0.0017	-0.0017
O	-0.0014	0.0065	0.0003
O	0.004	0.0006	-0.006
O	0.0002	0.0029	-0.0111
O	-0.0003	0.0027	-0.0033
O	0.0008	-0.0113	0.0049
O	-0.0034	0.0011	-0.0103
O	0.003	-0.0032	0.0065
O	0.0028	0.0017	0.0008
O	-0.0032	0.0002	-0.0105
O	0.0004	-0.0006	-0.0028
O	-0.0033	-0.0011	0.0056
O	-0.003	0.0043	0.0147
O	-0.0017	0.002	-0.0049
O	-0.0111	0.0073	-0.0068
O	-0.0089	0.0049	-0.0008
O	0.0004	-0.0002	-0.0014
O	0.0014	0.0123	0.004
O	0	-0.0006	-0.0011
O	-0.0024	-0.0013	0.0007
O	-0.0065	-0.0038	0.0031
O	-0.011	0.0034	-0.0049
O	0.0015	-0.0058	0.0064
Si	-0.004	-0.002	-0.0046
Si	0.0023	0.0008	-0.0014
Si	-0.0015	-0.0019	-0.002
Si	-0.0094	0.0003	0.0134
Si	0.0026	-0.002	0.0011
Si	0.0014	-0.0016	-0.0014
Si	0.0021	0.0004	0.0095
Si	0.0081	0.0011	0.0087
Si	0.0069	-0.0053	-0.0006
Si	-0.0004	-0.001	0.0022
Si	-0.0019	-0.0035	-0.0025
Si	0.0017	0.009	-0.0152
Si	0.0013	-0.0014	0.0004
Si	0.0007	-0.0007	0.0004
Si	-0.0025	-0.0003	-0.0022
Si	-0.0012	-0.0026	0.0006
Si	-0.0009	0	-0.0008
Si	0.0027	-0.002	0.003
Si	0.0006	-0.0017	0.0035
Si	-0.0215	0.005	-0.0001
Si	0.001	-0.0045	-0.0012
Si	0.015	0.0043	0.0006
Si	0.0033	-0.0031	0.0043
Si	0.0034	0.0037	-0.0065
Si	-0.0088	0.0021	0.0012
Si	0.003	-0.0005	-0.0001
Si	-0.0092	-0.0061	-0.0052
Si	-0.0015	-0.0024	-0.001
Si	-0.0008	0.0064	-0.0044
Si	0.0012	-0.001	0.0026
Si	0.001	-0.0027	0.0063
Si	0.0011	-0.0018	0.0004
Si	0.0033	-0.0047	-0.0005
Si	0.006	-0.0068	0.0035
Si	0.0038	-0.0027	-0.0099
Si	-0.0018	-0.0003	-0.003
Si	-0.0031	0.0001	0.006
Si	-0.0017	0.0007	-0.0004
Si	-0.0019	0	-0.0076
O	0.0013	-0.0006	-0.0028
O	-0.0009	0.0012	-0.0018
O	-0.0003	-0.0024	0.0001
O	-0.0012	-0.0012	0.0012
O	0.0022	-0.0003	-0.0002
O	0.0032	-0.0026	-0.0021
O	-0.0011	-0.0038	0.0007
O	0.0006	0.0019	-0.0052
O	-0.0059	0.0033	0.0018
O	-0.0002	-0.0031	0.0008
O	-0.0036	-0.0024	0.0008
O	0.0033	0.0053	0.0044
O	-0.0001	-0.0004	-0.0011
O	0.0205	0.0069	-0.0101
O	-0.0028	0.007	0.0079
O	0.0027	-0.0011	0.0041
O	-0.0065	0.0001	-0.0046
O	-0.0015	-0.0035	-0.0016
O	0.0046	0.0021	0.0026
O	0.004	-0.0017	-0.0017
O	-0.0008	0.0001	-0.0019
O	-0.0013	-0.0018	0.0022
O	-0.0002	-0.009	-0.0022
O	-0.0012	0.0015	-0.001
O	0.0003	0.0037	0.002
O	0.006	-0.0068	-0.0094
O	0.0008	-0.0014	-0.0005
O	-0.0063	0.0036	0.0013
O	0.001	-0.0006	0.025
O	-0.0009	0.0004	0.0003
O	0.0007	0.0011	-0.0005
O	-0.0024	0.002	0.0051
O	-0.0015	0.0006	0.0013
O	-0.0004	0.0015	0.0075
O	-0.0058	-0.0026	-0.005
O	-0.0009	-0.0009	-0.0011
O	0.0007	0.0116	-0.0017
O	0.0013	0.0015	0.0024
O	0.0009	0.0017	0.0029
O	0.0194	-0.0074	-0.0021
O	-0.0008	0.0011	-0.0044
O	-0.0017	-0.0023	-0.0016
O	0.0016	-0.0021	-0.0006
O	0.0086	-0.0027	-0.0023
O	-0.0004	-0.0017	-0.0039
O	-0.0002	0.0002	0.0014
O	0.001	-0.0022	-0.0002
O	0.0025	-0.0012	-0.0002
O	0	0.0034	0.0038
O	-0.0031	-0.0033	0.0021
O	-0.001	0.0026	-0.0007
O	0.0101	0.0021	-0.0135
O	0.0054	-0.0151	0.027
O	0.0019	0.0025	0.0045
O	0.003	-0.0001	-0.0026
O	0.0053	-0.0005	0.0013
O	0.0004	-0.0038	0.0007
O	-0.0016	0.002	-0.0004
O	-0.0009	0.0024	0.0006
O	-0.0008	0.0014	0.0017
O	-0.0006	-0.0011	-0.0015
O	-0.0177	-0.0052	-0.0095
O	-0.0016	0.0025	-0.0022
O	0.0046	0.0003	-0.0006
O	0.0007	-0.0031	-0.0029
O	0.0036	-0.0029	-0.0017

The program warned: the cutoff lies below the one the program advises for these potential files; the forces do not sum to zero within the program's tolerance; the exchange-correlation potential is rough where the density is thin.
